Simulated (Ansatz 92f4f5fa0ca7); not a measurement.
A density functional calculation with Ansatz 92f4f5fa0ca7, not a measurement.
Periodic cell of 221 atoms, Si132O87H1N1, from a study of silicon, its oxide and their interface. The atomic structure is a simulated model.
Doubt: the cutoff is far below the 930 eV that the study's wrapper takes by default for these files, so forces and energies are approximate.
This geometry differs little from another in the collection (a relaxation step or a small displacement).

Settings
functional: PBE
potential files: Ansatz PAW
basis: plane waves
wave-function cutoff: 580 eV
density cutoff ratio: 5
exchange-correlation grid ratio: 1
k mesh: 1 x 1 x 1, Gamma-centred
self-consistency stop: 5e-08 eV per atom in the density residual
occupations: fixed
spin: none
net charge: 0

Cell vectors (angstrom)
a 10.938 0 0
b 0 10.938 0
c 0 0 32.1419

Atoms and the computed forces on them: element, x, y, z (angstrom), force x, y, z (eV/angstrom)
Si 0.1871 -0.1352 24.4815 -0.0014 0.001 -0.0049
Si 5.59 -0.3125 24.7413 0.0001 -0.0001 -0.0018
Si 2.5145 3.0455 24.4674 -0.0001 0 -0.0026
Si 8.0795 2.973 25.0382 0.0001 0.0004 -0.002
Si 0.0411 5.1252 24.6562 -0.0003 -0.0003 -0.0024
Si 5.8215 5.146 24.6356 0.0004 -0.0006 -0.0022
Si 2.4431 8.5137 24.5854 -0.0002 0.0002 -0.0033
Si 7.9892 8.5933 24.7746 0.0003 -0.0006 -0.0022
Si 1.3988 1.4091 25.8337 0 0.0004 0.0002
Si 6.7507 1.33 26.0195 -0.0005 0.0004 -0.0002
Si 4.0685 4.1583 25.9006 -0.0001 -0.0004 0
Si 9.6146 4.1325 26.2931 -0.0005 -0.0003 -0.0002
Si 1.2692 6.8465 25.823 0.0002 -0.0005 -0.0001
Si 6.8564 6.8563 25.9365 0.0003 0 0.0002
Si 4.0285 9.5067 26.0617 0.0008 -0.0006 0.0001
Si 9.5862 9.7302 26.0144 -0.0003 0.0002 0.0002
Si 2.7155 0.0479 27.333 0.0004 0.0001 0.0003
Si 8.1805 0.0586 27.3968 0.0001 -0.0002 -0.0002
Si 0.0667 2.657 27.3977 0.0001 0.0005 0
Si 5.3971 2.7553 27.3367 0.0003 0.0002 -0.0005
Si 2.6975 5.5355 27.2844 0 0.0005 -0.0001
Si 8.1786 5.5537 27.4246 -0.0002 0.0001 -0.0002
Si -0.0312 8.2156 27.3091 0 -0.0002 0.0005
Si 5.4561 8.1575 27.3617 -0.0005 0.0001 -0.0002
Si 4.1018 1.3673 28.7236 -0.2269 0.1297 0.0795
Si 9.5708 1.3673 28.7236 0.1045 0.0222 0.4612
Si 1.3673 4.1018 28.7236 0.3561 0.0588 -0.1838
Si 6.8362 4.1018 28.7236 -0.2724 0.0346 -0.1311
Si 4.1018 6.8362 28.7236 -0.2046 -0.1979 0.0451
Si 9.5708 6.8362 28.7236 0.0957 0.5864 0.3664
Si 1.3673 9.5708 28.7236 -0.0956 0.0582 -0.3606
Si 6.8362 9.5708 28.7236 -0.0236 -0.1744 -0.0783
Si 0 0 30.0909 -0.1322 -0.1163 0.0281
Si 5.469 0 30.0909 -0.0081 -0.0158 -0.0555
Si 2.7345 2.7345 30.0909 0.1242 0.0814 0.0283
Si 8.2035 2.7345 30.0909 0.1204 0.0366 -0.0312
Si 0 5.469 30.0909 -0.0159 -0.0064 -0.0622
Si 5.469 5.469 30.0909 -0.0961 -0.1361 0.02
Si 2.7345 8.2035 30.0909 0.0507 0.0231 -0.0521
Si 8.2035 8.2035 30.0909 0.125 0.0397 0.0512
Si 1.3673 1.3673 31.4581 -0.0211 0.0457 -0.048
Si 6.8362 1.3673 31.4581 -0.0204 -0.0229 -0.0297
Si 4.1018 4.1018 31.4581 -0.015 -0.0426 0.0183
Si 9.5708 4.1018 31.4581 -0.0519 0.0345 -0.0059
Si 1.3673 6.8362 31.4581 0.0142 0.0107 -0.0295
Si 6.8362 6.8362 31.4581 -0.0016 0.0394 -0.0392
Si 4.1018 9.5708 31.4581 -0.0188 0.0025 -0.0077
Si 9.5708 9.5708 31.4581 -0.0313 0.0295 0.0185
Si 2.7345 0 0.6835 -0.0049 0.0063 0.0298
Si 8.2035 0 0.6835 0.0495 0.0142 0.011
Si 0 2.7345 0.6835 -0.0083 -0.0314 0.0258
Si 5.469 2.7345 0.6835 0.0552 -0.0179 0.0051
Si 2.7345 5.469 0.6835 0.0087 -0.0054 0.0013
Si 8.2035 5.469 0.6835 0.02 -0.0406 0.0373
Si 0 8.2035 0.6835 -0.0161 -0.0296 -0.0022
Si 5.469 8.2035 0.6835 0.019 -0.021 0.0291
Si 4.1018 1.3673 2.0507 0.0105 0.0833 0.0376
Si 9.5708 1.3673 2.0507 -0.0723 -0.0427 -0.0147
Si 1.3673 4.1018 2.0507 0.0661 0.026 -0.0148
Si 6.8362 4.1018 2.0507 -0.0969 -0.0557 0.0171
Si 4.1018 6.8362 2.0507 -0.1027 -0.0469 0.0114
Si 9.5708 6.8362 2.0507 0.0362 0.1053 0.0334
Si 1.3673 9.5708 2.0507 -0.0499 -0.039 0.0217
Si 6.8362 9.5708 2.0507 -0.0382 0.01 -0.0087
Si 0 0 3.418 -0.329 -0.1432 -0.3268
Si 5.469 0 3.418 0.2735 -0.1204 0.0789
Si 2.7345 2.7345 3.418 0.3529 0.5557 -0.2321
Si 8.2035 2.7345 3.418 -0.0005 -0.0635 0.0837
Si 0 5.469 3.418 0.2207 0.0466 0.2641
Si 5.469 5.469 3.418 -0.1254 -0.434 0.0436
Si 2.7345 8.2035 3.418 -0.0739 -0.232 -0.1136
Si 8.2035 8.2035 3.418 0.0557 -0.0464 0.0191
Si 1.3596 1.3899 4.6728 0.0045 0.0007 -0.0028
Si 6.8654 1.3358 4.8152 0.0001 -0.0021 -0.0019
Si 4.111 4.0861 4.8679 -0.001 0.001 -0.006
Si 9.5746 4.0944 4.7851 0.0005 -0.0014 0.0025
Si 1.4044 6.8258 4.8383 -0.0007 0.0013 -0.002
Si 6.8748 6.7616 4.7608 0.0006 0 -0.0011
Si 4.1411 9.5029 4.7495 -0.0019 0.0007 0.0013
Si 9.5601 9.5705 4.8007 0.0009 -0.001 -0.0041
Si 2.6645 -0.0678 5.919 0.0029 0.0037 0.003
Si 8.1945 -0.0172 6.2383 -0.0031 -0.0015 0.001
Si 0.0261 2.7115 6.076 -0.0048 -0.0014 -0.0045
Si 5.4558 2.5727 6.2294 0.0014 0.0051 0.0069
Si 2.7831 5.5419 6.3225 -0.001 -0.0034 0.0036
Si 8.1742 5.3599 6.202 0.0009 0.0017 0.0002
Si -0.0378 8.15 6.1588 0.0015 0.0027 0.0055
Si 5.4682 8.0757 6.1068 -0.0027 -0.0014 -0.0013
Si 3.7122 1.369 7.416 -0.0182 -0.0096 -0.0154
Si 9.8908 1.141 7.4342 0.0053 0.0025 0.0042
Si 1.6323 3.7988 7.4178 0.0009 -0.002 0.002
Si 6.6344 4.1154 7.5514 0.0012 -0.0016 -0.0015
Si 4.511 6.5685 7.7032 0.0014 0.003 0.0012
Si 9.2764 7.0322 7.4476 0.0007 -0.0022 0.0006
Si 1.1485 9.8104 7.3073 -0.0012 -0.0032 -0.0022
Si 6.9835 9.2404 7.4106 0.0021 0.0007 0.0045
O 1.2523 4.0988 24.0578 0.0002 0.0004 0.0016
O 6.7805 9.5908 24.1999 -0.0004 0.0012 0.0011
O 2.923 2.7934 7.4192 0.0068 0.0072 0.0095
O 8.1652 8.1834 7.8711 -0.0002 0.0015 -0.003
O 5.5629 5.3033 7.9769 -0.0023 -0.0003 -0.0027
O 0.0693 -0.0019 7.8993 -0.0029 -0.0025 -0.0014
O 5.352 5.5292 23.1021 -0.0001 0.0005 0.0008
O 10.5187 0.4943 23.0375 0 0.0003 0.0013
O 2.1752 9.4105 8.5509 0.0023 0.0007 0.0011
O 1.2558 3.8192 9.0178 0.0018 -0.0014 -0.0077
O 9.4683 1.9865 8.7679 -0.0031 0.0007 -0.0002
O 7.6473 9.9481 12.0935 -0.0001 0.0003 -0.001
O 3.4693 0.8079 8.9807 0.0042 0.0013 0.001
N 4.3173 7.3248 9.2965 0.0001 -0.0003 0.0007
O 7.2258 3.348 8.8976 -0.0008 -0.0024 0.0033
O 9.8497 6.4943 8.8993 0 0.0005 -0.0011
O 3.3403 2.4538 23.1216 0.0001 0.0001 0.0011
O 4.6612 0.1747 23.4708 -0.0001 0.0002 0.0006
O 9.2057 2.4929 23.9537 0.001 -0.0012 0.0002
O 9.8218 5.5752 23.5223 -0.0001 0.0005 0.0008
O 19.8888 8.1256 23.5172 0.0003 0.0001 0.0007
O 3.2884 7.9759 23.2726 0 0.0001 0.0011
O 6.9886 4.0071 24.3535 0.0001 -0.0005 0.001
O 1.3147 9.6404 24.0746 0.0001 0 0.003
Si 3.8137 6.3845 10.6958 0.0011 0.0014 0.0027
Si 9.0942 4.2689 14.6248 0.0007 0.0004 -0.001
Si 7.4184 8.339 11.923 0.0008 -0.0003 0.0018
Si 4.2074 1.27 22.3512 -0.0002 0.0002 -0.0024
Si 17.1114 3.8027 14.2556 -0.0005 0.0005 -0.0015
Si 2.734 -0.4536 20.1161 -0.0001 0.0002 -0.0017
Si 7.1773 4.1564 19.444 0.0003 -0.0001 -0.0017
Si 14.0069 6.6344 16.4422 -0.0001 0.0001 -0.0017
Si 1.9023 4.1365 10.4854 0.0003 -0.0006 0.0042
Si 5.6885 16.2016 16.7412 0.0002 -0.0002 -0.0012
Si 3.7762 9.7472 17.2466 -0.0007 0.0002 -0.0015
Si 10.2092 4.4496 11.684 -0.0001 0.0006 0.002
Si 10.9039 6.5155 16.0541 -0.0002 0.0002 -0.0014
Si 7.9975 1.6014 14.538 -0.0004 -0.0005 -0.0001
Si 2.8049 10.4091 9.6957 -0.0025 -0.0029 0.004
Si 9.1242 6.7789 22.6225 -0.0001 -0.0001 -0.0023
Si 11.1847 -1.1425 11.1941 -0.0011 -0.0009 0.0031
Si 3.5778 -3.3074 13.6958 -0.0004 -0.0006 -0.0003
Si 5.1791 8.7255 9.8642 0.0005 -0.0008 0.0014
Si 9.5723 1.7675 22.5629 0.0006 0.0002 -0.0011
Si 11.9369 -0.4319 16.5731 -0.0005 0.0003 -0.0022
Si 8.3935 2.6343 9.8073 0.0048 -0.0001 0.0018
Si -0.4134 8.2436 18.3937 0.0005 -0.0003 -0.0022
Si 11.7491 -2.0508 14.1353 -0.0009 0.0001 -0.0006
Si 4.6739 3.7793 11.5972 0.0012 -0.0002 0.0031
Si 6.0215 6.0812 21.7144 0.0001 0.0002 -0.0019
Si 6.462 7.7141 14.6999 0.0007 0.0006 -0.0004
Si 11.5472 6.511 20.6678 -0.0002 -0.0002 -0.0022
Si 11.0922 1.0794 18.8134 -0.0003 -0.0004 -0.0021
Si 14.2256 7.6893 21.6587 0.0002 0 -0.0025
Si 6.9655 1.3667 20.7695 -0.0001 0.0013 -0.002
Si 9.9586 7.196 10.3746 0.0001 -0.0008 0.0022
Si -0.6432 3.6832 20.1641 0 0.0001 -0.002
Si 8.4515 -0.6281 19.1141 -0.0014 0.0001 -0.0112
Si 6.8462 10.1954 16.3707 0.0078 0.0009 0.0015
Si 8.5707 0.3256 11.8121 -0.0009 0 0.0011
O 13.3629 8.7643 13.9161 0.0003 0.0004 0.0001
O 7.7048 -0.8507 17.7175 0.0011 0 0.0041
O 6.0098 8.1715 11.1406 -0.0003 0.0002 -0.0019
O 1.6153 10.6111 10.8047 0 0.0008 -0.0018
O 4.9415 -5.7267 10.8539 -0.0001 0.0002 -0.0017
O 9.997 7.2079 17.2389 0.0005 0.0005 0.0011
O 6.2549 4.944 20.5583 0.0002 -0.0001 0.001
O 6.6365 13.2193 13.946 0.0001 0.0007 0.0029
O 3.5742 7.14 12.1415 -0.0002 0.0006 -0.0006
O 2.3607 5.7059 10.3597 0 0.0002 -0.0029
O 7.551 4.736 14.2467 0.001 -0.0001 0.0006
O 11.4341 -1.5918 17.6098 -0.0003 -0.0002 0.0005
O 9.8737 4.1879 13.2253 -0.0001 0.0003 0.0004
O 0.635 7.4533 19.3478 -0.0006 0.0004 0.0003
O 6.959 2.5264 19.5931 0.0001 0.0001 0.0009
O 12.4228 6.2078 16.6681 0 0 0.0008
O 17.2195 6.5266 15.8343 -0.0001 0.0004 -0.0001
O 13.0303 6.5889 21.3673 0 0.0002 0.001
O 3.28 0.6392 21.1852 -0.0002 -0.0002 0.0004
O 0.717 3.7491 11.5071 -0.0008 0.0001 -0.0008
O 7.2241 -0.1345 20.1121 0.0008 -0.0008 -0.0011
O 8.1607 1.3959 21.8708 -0.0007 -0.0002 0.0003
O -1.6385 8.8965 19.288 -0.0018 0.0046 -0.0005
O 2.7768 9.0385 20.8828 -0.0001 0.0001 0.0011
O 12.2213 0.2038 19.6553 -0.0006 0.0005 0.0006
O 6.1106 9.5605 8.7982 -0.0007 0 -0.0025
O 8.541 7.7308 10.9381 -0.0008 -0.0001 -0.0006
O 8.8366 0.9685 13.2918 -0.0008 -0.0006 -0.0007
O 7.4488 11.5006 15.6372 -0.002 -0.0058 0.0025
O 5.6334 2.5538 11.1719 -0.0748 -0.1594 -0.1716
O 2.6214 -0.351 16.4632 0.0004 -0.0005 0.0003
O 3.1641 14.2524 11.1335 -0.0007 0.0018 -0.0004
O -6.7801 5.6651 17.2184 0.0003 0.0002 0.0007
O 11.1062 7.5212 14.7706 0 0.0002 0.0005
O 4.0628 9.7455 10.4766 -0.0001 0.0013 -0.0009
O 3.4329 8.1509 16.9983 0.0002 0.0003 0.0005
O 9.9937 5.2239 15.6066 0 -0.0001 0.0005
O 10.2934 2.8385 21.5727 0 0.0002 0.0007
O 5.0061 15.0797 13.1685 -0.0011 -0.0001 0.0022
O 4.8282 7.1682 21.2369 -0.0004 0.0004 0.0012
O 11.0235 2.6829 19.0954 0.0002 -0.0003 0.0008
O 8.9388 2.7534 15.2558 -0.0003 -0.0006 0.0004
O 3.6951 -0.717 18.8145 0.0002 0.0001 -0.0004
O 5.5893 1.6895 21.5875 0.0003 -0.0002 0.0007
O 5.2408 10.192 16.6829 0.001 0.0006 0.0003
O 7.9029 1.3956 10.7676 0.0009 0.0012 -0.0001
O 9.5885 0.5413 19.178 -0.0033 -0.0045 -0.0009
O 17.6087 4.7972 17.9977 -0.0003 0.0004 0.0001
O 7.5934 6.5323 22.0396 -0.0002 0.0001 0.0008
O -5.9165 -2.6895 14.1288 -0.0004 0.0003 -0.0001
O 7.3631 -3.4472 13.3319 -0.0002 -0.0001 -0.0006
O 11.38 -0.7687 15.085 0.0003 -0.0003 0.0006
O 10.2611 7.0864 21.5056 0.0004 0.0001 0.0008
O 9.0741 3.8104 10.7067 0.0003 -0.001 -0.0015
O 8.8151 -6.6479 19.7017 -0.0002 0.0003 0.0007
O 0.4348 11.8982 17.1994 0.0001 -0.0002 0.0014
O 16.4845 3.9694 15.7537 0.0005 -0.0003 0
O 11.0982 -1.7523 12.6966 -0.0003 0.0003 -0.0009
O 11.2946 4.9469 20.3243 0.0003 0.0004 0.0009
O 0.037 8.4761 10.2369 -0.0001 0.0006 -0.001
O 10.4363 6.0402 11.4053 -0.0001 -0.0006 -0.0015
O 9.9692 -0.0792 11.0833 -0.0002 0.0003 -0.0009
O 14.2239 6.4605 14.8122 0.0003 0.0007 0.0005
O 7.223 8.9158 15.4615 -0.0012 0.005 0.0018
H 5.2622 1.9185 10.5331 0.0786 0.1583 0.1669

Results
free energy: -133792.559 eV
free energy less fixed offsets of H -15.97, N -385.13, O -568.88, Si -635.61 eV per atom: 1.621 eV

The program warned: the cutoff lies below the one the program advises for these potential files; the forces do not sum to zero within the program's tolerance; the exchange-correlation potential is rough where the density is thin.
